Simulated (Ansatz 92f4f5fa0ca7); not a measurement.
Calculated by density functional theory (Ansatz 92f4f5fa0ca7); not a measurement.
Periodic cell of 322 atoms, Si176O146, from a study of silicon, its oxide and their interface. The atomic structure is a simulated model.

Settings
functional: PBE
potential files: Ansatz PAW
basis: plane waves
wave-function cutoff: 700 eV
density cutoff ratio: 5
exchange-correlation grid ratio: 2
k mesh: 2 x 2 x 1, shifted by 0.5 0.5 0.5 of a step
self-consistency stop: 5e-08 eV per atom in the density residual
occupations: Fermi-Dirac, 0.05 eV
spin: none
net charge: 0

Cell vectors (angstrom)
a	15.4691	0	-0.0122
b	0	15.4691	0.0097
c	-0.5934	-0.8802	22.2079

Atoms and the computed forces on them: element, x, y, z (angstrom), force x, y, z (eV/angstrom)
Si	-2.4574	-1.5963	14.8742	-0.0876	-0.1514	0.2845
Si	-2.5982	3.4825	14.7527	0.0541	-0.0335	0.3313
Si	-2.6637	6.6548	14.6949	-0.0034	0.0442	0.2811
Si	-2.6091	-4.044	14.9218	0.0523	0.1188	0.3524
Si	1.283	-1.2453	14.6041	-0.0138	0.0889	0.3755
Si	1.3386	3.2817	14.8451	0.0077	0.0218	0.3242
Si	1.8068	6.3566	14.3014	0.1064	-0.0975	0.2355
Si	1.3903	-4.4153	14.7671	-0.0001	0.0151	0.3968
Si	5.0644	-0.6976	14.6303	0.0345	-0.0441	0.3437
Si	4.7397	2.4775	14.4103	-0.0969	0.0137	0.1845
Si	5.2643	7.0039	14.8622	0.0244	0.0001	0.2939
Si	5.2842	10.1608	14.8742	0.0083	-0.0435	0.3803
Si	9.0311	-0.4555	14.5676	-0.0524	-0.0491	0.3441
Si	9.2262	2.7359	14.7098	-0.0799	0.0556	0.3567
Si	9.113	7.1964	14.9483	-0.0283	-0.0838	0.3732
Si	7.2442	10.6538	16.0575	-0.0248	0.0024	-0.0005
Si	-0.5779	-0.9307	16.0728	-0.0141	0.0067	-0.0102
Si	-0.6509	3.1052	16.0511	-0.0152	0.0146	0.0417
Si	-0.7008	6.9545	15.9612	-0.1255	-0.0285	0.1627
Si	-0.6122	10.7426	16.0156	-0.0515	0.024	-0.0353
Si	3.1795	-0.9289	16.0016	0.0018	-0.0402	-0.0137
Si	3.2109	2.9259	16.14	-0.049	-0.0268	0.0402
Si	3.3127	6.7299	16.0821	-0.0173	0.0072	0.0045
Si	3.3145	10.6629	16.094	0.0173	-0.0007	-0.0026
Si	7.1017	-0.8692	15.8802	0.0099	-0.0005	-0.0041
Si	7.2821	3.0697	15.9801	0.1824	-0.0623	0.1241
Si	7.1844	6.8498	16.1832	0.0278	0.0481	0.0165
Si	9.2644	10.3222	14.8293	0.0305	0.007	0.3377
Si	10.993	-0.9177	15.9171	0.0391	0.0244	0.0665
Si	11.056	3.0455	16.1277	-0.0156	-0.0179	0.0073
Si	11.0394	6.9261	16.2155	0.0244	-0.007	-0.0031
Si	11.0818	10.7225	16.2851	0.05	0.0077	-0.004
Si	-0.0425	1.9705	-4.8675	-0.0005	-0.0018	-0.0421
Si	0.0284	5.9077	-4.7573	-0.0266	-0.0114	-0.0112
Si	-0.0457	9.69	-4.7796	0.0255	0.0276	-0.0153
Si	0.0154	-1.9681	-4.7448	-0.0577	-0.0094	-0.0668
Si	3.7713	1.8587	-4.789	0.0339	0.0023	-0.0216
Si	3.9354	5.7317	-4.7095	-0.0078	-0.0139	0.0046
Si	3.799	9.5865	-4.7933	0.024	0.0096	0.0253
Si	3.8868	-1.9633	-4.8219	-0.0174	-0.0084	0.0002
Si	7.704	1.9508	-4.923	-0.0075	-0.0109	0.0399
Si	7.7958	5.7841	-4.7223	0.0031	0.01	0.0002
Si	7.8063	9.663	-4.6889	0.0093	0.0059	0.0227
Si	7.7568	-1.9085	-4.9331	0.0092	-0.0131	-0.0176
Si	11.6507	1.9054	-4.8479	-0.0183	-0.0262	-0.0158
Si	11.627	5.8376	-4.6816	0.0215	-0.0103	-0.021
Si	11.7099	9.6838	-4.5864	-0.0368	-0.0124	-0.0293
Si	11.5464	-1.8658	-4.7444	-0.0275	0.0073	-0.0407
Si	-1.9153	1.983	-3.4105	-0.0272	0.0081	-0.0259
Si	-1.8902	5.8198	-3.3026	-0.0017	-0.0174	-0.0169
Si	-1.8602	9.6254	-3.232	-0.0071	-0.011	0.0616
Si	-1.9438	-1.8995	-3.398	0.0162	-0.0281	0.0643
Si	1.8481	1.847	-3.4446	0.0093	0.0354	0.0366
Si	1.9665	5.8109	-3.3613	-0.0374	-0.0022	0.0013
Si	1.8951	9.671	-3.3961	0.0173	0.0036	0.0077
Si	1.9551	-2.0501	-3.4398	0.0312	-0.0248	-0.0328
Si	5.7816	2.0145	-3.536	0.0156	0.0568	-0.0456
Si	5.8534	5.7335	-3.3442	-0.0429	0.0002	0.0003
Si	5.7926	9.5823	-3.4699	0.0293	0.0038	-0.0005
Si	5.8429	-1.8277	-3.5496	-0.0095	-0.0035	0.0121
Si	9.6575	1.9019	-3.529	0.0011	0.0339	-0.0449
Si	9.6985	5.869	-3.3437	0.0223	0.0166	0.0351
Si	9.7279	9.7389	-3.2981	-0.0255	-0.012	-0.052
Si	9.616	-1.9539	-3.4604	-0.0149	0.028	-0.0009
Si	-1.8932	0.0661	-2.0634	-0.0112	-0.0193	0.0451
Si	-1.8972	3.8682	-1.909	0.0258	-0.0254	0.0044
Si	-1.9169	7.6722	-1.8279	0.0028	0.0825	0.0006
Si	-1.9325	11.6259	-1.9886	-0.0065	-0.0185	-0.0017
Si	1.8851	-0.1474	-2.1154	-0.0039	0.0192	0.0618
Si	1.9023	3.7847	-2.0999	0.0108	0.0002	0.0688
Si	1.9742	7.7945	-1.9838	0.01	-0.0585	0.0857
Si	1.9221	11.5781	-1.9571	-0.0347	0.0153	0.0154
Si	5.788	0.1502	-2.191	0.0044	-0.0622	0.0518
Si	5.7991	3.8064	-1.9471	0.002	0.0093	0.0507
Si	5.8387	7.6622	-2.0123	0.0548	0.0654	0.0877
Si	5.8453	11.6291	-2.3443	-0.0165	0.0297	0.0607
Si	9.6592	-0.0613	-2.1424	-0.0461	0.0341	0.0177
Si	9.6566	3.8476	-2.1619	-0.0138	-0.064	0.0546
Si	9.7244	7.832	-1.9587	0.0095	-0.0816	0.0631
Si	9.6954	11.6844	-1.9391	0.0252	0.006	0.0198
Si	0.0101	-0.1144	-0.6554	-0.0693	-0.0484	-0.0617
Si	0.1008	3.7814	-0.543	0.0326	-0.0149	0.0069
Si	0.0774	7.7104	-0.5372	0.0321	-0.0531	-0.0137
Si	-0.0455	-3.8288	-0.5575	-0.0216	0.0407	0.0108
Si	3.8446	0.0316	-0.8209	0.0284	0.0023	-0.0259
Si	3.7775	3.7468	-0.6436	-0.038	-0.0165	0.0117
Si	3.9362	7.7468	-0.5783	-0.0216	0.0282	-0.0144
Si	4.0306	-3.8559	-0.9004	0.0453	-0.0059	0.0067
Si	7.7024	0.0703	-0.8338	0.0139	0.0261	-0.0719
Si	7.8168	3.863	-0.6463	0.0482	0.0113	0.0373
Si	7.7844	7.759	-0.6287	-0.0217	0.0477	0.0081
Si	7.6284	-3.7997	-0.8174	-0.0695	-0.0299	0.0093
Si	11.6155	-0.0305	-0.7646	0.0482	-0.0309	-0.0499
Si	11.5035	3.8654	-0.7005	-0.0136	-0.0296	-0.0046
Si	11.5609	7.7591	-0.4496	-0.0501	-0.0323	-0.039
Si	-3.8192	-3.7947	-0.5372	0.0059	-0.0038	-0.0412
Si	0.6587	1.7268	0.646	0.2043	0.0426	-0.2586
Si	0.8679	5.7576	0.5795	0.076	0.0125	-0.3808
Si	-0.3851	9.6812	0.7414	0.0335	-0.0261	-0.4369
Si	-0.7014	-1.9412	0.7712	-0.1046	0.0727	-0.2605
Si	3.1233	1.7894	0.629	-0.0331	0.0167	-0.07
Si	3.2969	5.7288	0.5651	-0.1261	-0.0072	-0.321
Si	3.2121	8.7462	4.4647	0.0058	0.0434	-0.0776
Si	4.6132	-1.9064	0.2771	-0.0092	0.0111	-0.1086
Si	8.4574	1.8745	0.4737	0.0753	0.0357	-0.3454
Si	8.4235	5.8244	0.6249	0.1818	0.0046	-0.3443
Si	7.1506	9.7581	0.5005	0.0067	-0.0395	0.0582
Si	6.9868	-1.8235	0.3391	-0.0218	0.0742	-0.0683
Si	10.8667	1.8645	0.4049	-0.0921	0.1043	-0.2996
Si	10.8931	5.7396	0.6497	-0.0082	0.0126	-0.0279
Si	-3.6029	9.7516	0.9244	-0.185	0.0232	-0.0695
Si	-3.1946	-1.8298	0.6905	0.018	0.0715	-0.0617
Si	-0.5525	1.9854	3.4834	-0.057	-0.0184	-0.1408
Si	-0.4805	4.8652	3.0744	-0.0768	0.0241	-0.2399
Si	0.1749	9.0562	3.6061	0.0708	0.0293	-0.0474
Si	1.0621	-2.0936	3.4069	-0.0681	0.0421	-0.0908
Si	4.1166	1.3061	2.729	-0.0846	0.0093	-0.2993
Si	4.2187	6.2147	3.5301	-0.0163	-0.0237	-0.1335
Si	4.7208	9.796	0.4387	0.1532	-0.1104	-0.3824
Si	4.0157	-1.8003	2.4873	0.1471	-0.1003	-0.336
Si	7.072	2.1969	3.2166	0.0873	-0.0673	-0.1686
Si	7.2807	5.3619	3.5522	-0.0356	-0.0512	-0.1986
Si	7.7492	10.4444	2.7047	-0.1605	-0.0349	-0.4525
Si	7.9151	-1.8491	2.4662	-0.1446	-0.0328	-0.2531
Si	-3.7508	2.3239	3.4041	-0.0045	-0.0085	-0.1394
Si	-3.4111	5.2129	2.6527	-0.0604	-0.0152	-0.3362
Si	10.7694	10.3839	3.0555	0.0831	-0.0794	-0.3074
Si	10.9468	-1.8637	2.6544	0.0694	-0.0194	-0.2128
Si	-0.2812	4.8166	10.7175	0.044	-0.0914	0.0686
Si	-3.6744	1.2048	10.4119	-0.0559	-0.1044	0.0065
Si	-2.7692	8.1	7.0922	-0.0696	-0.0729	-0.0108
Si	3.5634	2.3398	5.551	0.0593	0.0646	0.0035
Si	0.4471	11.1632	5.4614	-0.0607	0.1026	-0.0549
Si	9.1044	1.46	9.7146	0.0312	-0.1856	0.0013
Si	4.8416	10.8525	3.3396	0.1514	0.0112	-0.2703
Si	-3.5867	10.7156	5.8981	-0.0445	-0.0618	-0.0947
Si	-2.3796	6.1802	9.2973	0.0052	0.0539	0.02
Si	-1.7869	6.8923	4.3968	-0.0606	-0.0281	-0.1012
Si	5.2362	-1.8592	11.7191	0.0648	0.011	0.1731
Si	0.0689	-0.156	5.5852	0.0267	-0.0595	-0.0692
Si	3.6765	-1.4602	9.2281	0.0165	0.007	0.0101
Si	3.2023	5.1274	6.2441	0.1219	-0.0584	-0.0491
Si	-1.7018	-2.7157	9.5494	-0.0509	-0.0516	0.113
Si	1.967	2.6412	10.1166	-0.0473	-0.0439	0.1184
Si	1.5874	7.111	11.3528	0.0237	-0.0584	0.1368
Si	4.6598	3.4416	11.4451	0.09	0.1321	0.1083
Si	10.8046	-0.2346	8.0461	-0.1323	0.1163	0.0719
Si	6.364	-0.8073	7.9261	0.0532	0.0731	0.0108
Si	-3.2009	7.7343	11.7629	-0.0309	-0.0536	0.1048
Si	7.2738	8.3931	7.6729	0.0142	-0.0047	0.0793
Si	9.7669	10.3168	7.9893	0.0807	0.0359	-0.0093
Si	-1.6806	2.5379	12.0885	0.0941	0.029	0.1324
Si	-3.5064	10.2556	10.1811	-0.0063	0.0937	0.1291
Si	5.7245	3.8173	6.8613	-0.119	-0.0298	-0.015
Si	1.9731	9.853	7.7774	0.0786	-0.0478	-0.0179
Si	1.298	-3.4798	9.7779	0.0243	0.0086	0.0131
Si	0.9836	1.1	12.5746	-0.025	0.0895	0.107
Si	2.6485	7.0474	8.4815	0.0326	0.0905	0.0107
Si	4.4432	8.7836	7.2575	-0.0952	-0.0017	-0.0349
Si	10.7002	-0.0021	5.0682	-0.09	0.0191	-0.1216
Si	8.767	4.9538	12.6739	-0.0561	0.0836	0.1823
Si	8.2782	-1.01	11.5541	-0.0042	0.0854	0.0652
Si	8.9501	-2.3916	9.0528	-0.0276	0.1567	-0.0071
Si	8.1336	5.6366	6.3458	-0.069	0.0431	-0.0264
Si	-3.15	-1.2751	12.0243	0.0854	-0.0755	0.1071
Si	10.9805	-3.8929	12.653	0.1752	-0.0491	0.2351
Si	-1.6926	-2.4293	6.5306	0.1109	-0.0653	-0.0281
Si	2.1079	0.787	7.6898	-0.0303	0.05	-0.0284
Si	5.687	5.4913	12.099	-0.0224	-0.0804	0.0488
Si	1.9785	10.0364	11.9425	0.0624	0.0069	0.1064
Si	6.3618	2.1191	9.3369	-0.0116	-0.0389	0.0096
Si	7.546	-0.1834	5.0232	0.065	-0.0495	-0.1066
Si	5.0829	10.5891	11.9294	-0.0266	-0.0215	0.1313
Si	6.6645	8.0746	10.778	0.0206	-0.0309	0.0853
Si	10.5299	6.3548	7.9814	0.0558	0.0641	0.0875
Si	9.5071	6.9578	10.8549	-0.0015	-0.0712	0.0635
O	0.4423	7.1363	14.759	-0.038	0.1174	-0.0732
O	6.1191	3.2616	14.8017	0.0366	0.0503	-0.0166
O	0.0199	1.2744	2.1293	-0.1114	-0.153	0.0958
O	0.5705	5.7375	2.2101	0.1093	0.0667	0.2066
O	0.4674	9.7121	2.1441	0.1732	0.0537	0.0961
O	1.6242	8.5612	4.1671	-0.0085	-0.1013	0.0284
O	-0.1915	-1.9906	2.3593	-0.0541	-0.037	0.1617
O	2.4037	-2.0068	2.5219	-0.1022	-0.0095	-0.0586
O	5.5833	1.9984	2.6153	-0.0554	0.0754	-0.0849
O	3.8241	5.5148	2.121	0.0486	-0.0744	0.1519
O	5.7648	5.8532	3.8653	0.0129	0.039	0.0837
O	4.2492	10.2896	1.9323	-0.1715	0.0345	0.0803
O	8.1161	1.6844	2.0795	0.0362	-0.0061	0.2253
O	7.8035	5.9685	2.1452	-0.1039	0.089	0.162
O	9.204	9.832	3.2009	0.0218	-0.2077	0.1021
O	9.4488	-1.2929	2.2872	0.1063	0.1469	-0.1356
O	-2.158	2.0967	3.4904	0.0373	-0.045	0.0666
O	11.2563	1.6802	1.9875	0.0384	-0.1127	0.1479
O	-1.8776	4.7499	2.1956	0.023	-0.0402	-0.1224
O	-1.9648	9.7151	1.2148	-0.0836	-0.0237	0.14
O	-2.1748	-1.0911	13.3119	0.1727	0.1187	-0.1471
O	-2.6744	2.5815	13.3765	-0.1248	-0.1128	-0.0476
O	-2.6929	5.0593	14.2736	-0.0248	0.0167	-0.1242
O	-2.7146	7.5596	13.3082	0.0529	0.1374	-0.1181
O	11.1614	-2.2889	12.5275	-0.1733	0.1319	-0.0236
O	-3.1326	10.9848	13.4046	0.0667	-0.1657	-0.2442
O	1.5239	10.0421	13.4987	-0.0631	-0.1273	-0.1032
O	1.3423	-2.852	14.2153	0.0038	0.0224	-0.1625
O	1.2525	-0.3908	13.1845	0.0125	-0.0466	-0.2342
O	1.5008	2.1681	13.6693	0.0857	-0.0774	-0.063
O	-2.3392	-4.2124	9.6412	0.0788	-0.1011	-0.06
O	2.2982	6.8435	12.8089	0.1392	0.0762	-0.1608
O	1.4551	-4.0413	11.2907	-0.089	0.1248	0.0751
O	4.8416	-1.6237	13.286	-0.1128	-0.1415	-0.1067
O	5.0571	0.8893	14.2031	0.0569	0.0055	-0.1129
O	4.2233	2.9789	12.9523	-0.063	0.044	-0.1466
O	5.7257	2.3484	10.8173	0.0711	-0.1163	0.0337
O	7.2387	4.2957	6.5702	0.1422	-0.0986	0.0234
O	5.1474	6.0104	13.5636	-0.0775	-0.0521	-0.0819
O	5.3652	10.9808	13.4759	0.0754	0.1943	-0.1043
O	5.2391	8.5832	14.3797	-0.0399	0.0227	-0.1285
O	6.6801	-1.1865	11.5135	-0.0437	0.0477	-0.0736
O	6.1332	9.4742	11.4032	0.0826	0.0472	-0.0586
O	9.1836	1.1525	14.2875	0.0581	0.0528	-0.1412
O	8.7916	-1.1063	13.0864	0.0158	-0.1123	-0.1072
O	0.8949	3.8261	10.2713	0.0242	0.0394	-0.1165
O	9.2773	3.5431	13.2768	0.0822	-0.0519	-0.2264
O	9.1439	6.118	13.737	0.0666	-0.037	-0.103
O	5.2482	-3.4203	11.2173	0.0465	-0.0594	-0.2021
O	0.1573	3.4383	3.4323	0.2008	-0.0089	0.1412
O	-1.3001	-1.0279	5.7924	-0.1815	0.0638	-0.0262
O	-0.8502	5.566	4.4829	0.1391	-0.0754	0.3405
O	-2.0734	7.5749	8.4784	0.2023	0.1496	0.0311
O	1.0344	-0.9317	4.5343	0.1452	0.0693	0.0548
O	1.1289	-3.474	4.2433	0.1152	-0.1119	-0.0056
O	3.3182	1.9649	3.9935	-0.1642	0.0627	0.0594
O	4.3275	-0.2956	3.0547	0.0423	0.0563	0.2038
O	3.229	5.7475	4.7353	-0.1651	-0.0176	-0.0045
O	4.0226	7.8242	3.383	0.0742	0.0584	-0.1119
O	3.7854	10.2717	4.4146	-0.1119	0.1112	0.209
O	4.7942	-2.9798	3.3386	0.0327	0.0259	0.3049
O	7.295	1.3545	4.5766	-0.0109	0.1185	0.1999
O	7.335	3.7549	3.4929	0.0385	0.0069	0.0811
O	8.2665	5.8686	4.7406	0.1877	0.1211	0.0051
O	-0.9683	7.921	3.4424	-0.0237	0.0082	-0.1018
O	8.0005	-3.4311	2.7796	0.0604	0.0109	0.1474
O	9.4851	0.7139	8.3021	-0.1161	0.0863	-0.1725
O	10.9324	1.5379	4.5768	-0.0605	0.1149	0.1727
O	1.3319	8.7139	11.2479	-0.1529	0.0696	-0.1261
O	11.3908	3.9271	3.4251	-0.1713	-0.0087	0.2106
O	-3.2038	6.481	3.6814	-0.1794	0.2124	0.1341
O	10.8095	-3.452	3.0067	0.0478	0.0762	0.0899
O	-3.8532	10.0291	4.4305	0.1323	-0.1325	0.1487
O	7.4336	6.9322	7.0076	-0.0788	0.0199	-0.0079
O	11.393	-1.0153	3.9873	0.1769	-0.0102	0.1256
O	10.4641	2.1334	10.2862	0.026	0.314	0.1008
O	-1.0678	4.0271	11.9033	-0.0289	0.1482	0.0673
O	4.7373	5.1	6.8029	0.0929	0.1728	0.1077
O	5.14	2.7426	5.7698	0.1612	-0.1127	-0.1025
O	1.5441	10.3354	6.2968	0.0871	-0.0282	-0.0396
O	-0.3532	-3.3605	6.4847	0.0632	-0.0162	0.1267
O	0.7706	0.1293	7.0242	-0.087	-0.0383	0.1201
O	-3.8393	0.1389	11.6372	-0.088	0.044	0.1128
O	0.2206	6.2352	11.3373	-0.1212	0.0661	0.0358
O	3.6019	10.0628	7.8403	0.1618	0.2488	0.0924
O	9.134	-0.3574	5.3175	0.0084	-0.0492	0.1068
O	6.6347	-0.5324	6.3316	-0.1058	-0.0401	-0.0266
O	9.6988	6.9847	9.2395	-0.0728	0.0332	-0.0893
O	10.9703	9.7482	8.964	-0.0202	-0.1009	-0.0153
O	8.6612	9.2123	7.5512	0.0309	0.0305	-0.0804
O	-1.9675	7.4111	5.8838	0.1165	-0.0485	0.1041
O	10.6519	7.7527	11.6727	-0.1068	0.1347	0.0851
O	10.4505	10.8987	6.6339	-0.1478	0.1145	-0.0603
O	-1.1482	5.1338	9.3686	0.0195	-0.1023	-0.2563
O	-3.6762	5.4977	8.5741	-0.0181	-0.3065	-0.035
O	-2.0791	-2.1299	8.0769	-0.0759	0.1134	0.0317
O	-2.3408	-1.827	10.7406	0.1144	0.0155	-0.1181
O	6.2458	0.5998	8.758	-0.042	-0.0326	0.0017
O	8.9557	-3.9686	8.7268	-0.1471	-0.0513	0.0595
O	2.6594	3.6052	6.033	-0.2843	0.013	0.0245
O	2.3306	5.8621	7.4006	-0.1957	-0.0688	0.0148
O	5.7039	6.807	11.1239	-0.1662	0.0049	-0.133
O	1.1287	10.7025	8.8346	-0.14	-0.0732	0.0012
O	1.823	2.1108	8.5873	-0.0884	0.0849	-0.087
O	2.7865	-0.2357	8.7106	-0.0203	-0.0163	0.0784
O	9.5822	5.4333	7.0515	0.0951	-0.2045	-0.0618
O	6.8128	8.2674	9.2006	-0.0513	0.0128	-0.058
O	8.9564	-2.1903	10.6677	0.0649	-0.2101	0.0506
O	10.3193	-1.7423	8.4335	0.1035	-0.1522	-0.0384
O	8.6003	0.4091	10.8454	-0.0437	0.0757	0.0995
O	9.1695	8.7398	14.3589	-0.006	0.0178	-0.1662
O	7.6136	-1.6968	8.4517	-0.0717	-0.087	-0.049
O	-2.423	2.1684	10.6981	0.0338	0.0879	-0.2168
O	-0.1957	1.2703	4.8796	-0.003	0.0873	0.1382
O	10.9211	10.9806	11.175	-0.1972	-0.0164	-0.1459
O	-0.6004	1.3593	12.3562	-0.0984	-0.1522	-0.0337
O	3.593	9.9694	11.7569	0.0078	-0.0996	-0.1123
O	1.4651	4.7637	14.1473	-0.0378	0.0316	-0.1435
O	3.3872	3.3554	10.4379	0.0068	0.1226	-0.1002
O	4.176	-1.1192	10.7393	-0.1062	0.1449	0.0482
O	7.1899	-1.1341	3.7437	-0.1505	0.0034	0.1561
O	11.3763	-0.1902	6.5349	0.1853	-0.0112	0.0097
O	5.6288	3.1461	8.3285	-0.064	0.0739	0.0616
O	3.1547	1.0872	6.4853	0.0843	-0.1445	-0.0345
O	4.197	7.5672	8.3281	0.1531	-0.1191	0.1592
O	9.509	5.3813	11.2927	0.0938	-0.1818	-0.1845
O	7.939	2.53	9.4243	0.0665	0.2279	-0.0175
O	-2.686	6.4911	10.8621	0.0393	-0.1255	0.0757
O	1.729	1.3958	11.1587	0.0761	-0.1693	-0.0684
O	9.6176	-4.2464	13.4772	-0.1501	0.1072	-0.1484
O	8.1479	7.7074	11.3248	0.0425	0.1308	0.0917
O	-0.4916	10.092	4.6787	-0.1869	-0.0156	0.0426
O	5.9953	9.1243	6.9528	0.0762	0.1462	-0.1212
O	-2.8625	-3.2913	5.784	-0.0549	0.0727	-0.0781
O	-3.4978	0.3525	9.0346	0.2397	-0.0351	-0.1241
O	6.3607	10.2576	3.5883	-0.0253	-0.102	0.3028
O	2.6454	-2.7183	9.2878	0.0434	-0.0393	-0.0772
O	3.6535	8.2329	5.938	-0.0345	-0.1261	0.0184
O	11.1502	7.5737	7.08	-0.1607	0.0462	-0.1427
O	2.4357	6.6235	10.0414	0.1244	-0.1218	-0.0356
O	1.6528	8.2847	8.0854	-0.2636	-0.0454	-0.0046
O	7.1829	4.9009	12.379	-0.0157	-0.1412	-0.0914
O	-2.6895	9.6986	6.8154	0.1711	0.044	0.0859
O	-0.0836	-2.6364	9.7061	0.0427	0.1308	0.035
O	4.9706	-1.6258	8.2252	-0.0028	-0.1641	-0.1401
O	-2.7202	9.095	11.0126	0.1983	0.0696	-0.0407

Results
free energy: -194946.484 eV
free energy less fixed offsets of O -569.03, Si -635.61 eV per atom: -0.744 eV

The program warned: the cutoff lies below the one the program advises for these potential files.
